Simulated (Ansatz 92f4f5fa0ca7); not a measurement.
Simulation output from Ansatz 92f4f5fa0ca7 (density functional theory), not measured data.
Periodic cell of 149 atoms, Si88O55N6, from a study of silicon, its oxide and their interface. The atomic structure is a simulated model.

Settings: functional r2SCAN; potential files Ansatz norm-conserving; basis plane waves; wave-function cutoff 1300 eV; density cutoff ratio 4; exchange-correlation grid ratio 1; k mesh 2 x 2 x 1, shifted by 0.5 0.5 0.5 of a step; self-consistency stop 5e-08 eV per atom in the density residual; occupations Fermi-Dirac, 0.05 eV; spin none; net charge 0.

Cell vectors (angstrom)
a  10.88  0  0
b  0  10.88  0
c  0  0  21.193

Atoms: element, x, y, z (angstrom)
Si  -0.6212  0.519  -0.3188
Si  2.5117  3.1242  0.0624
Si  0.0914  5.3186  -0.0503
Si  2.7057  7.9629  0.054
Si  5.6635  0.0173  -0.348
Si  8.3617  2.5644  0.4642
Si  4.9838  5.5971  0.0507
Si  7.8548  8.4362  -0.0772
Si  1.181  1.4239  1.2045
Si  3.9874  4.1431  1.5623
Si  1.1823  6.7656  1.3126
Si  3.9719  9.7579  1.0201
Si  6.7185  1.3843  1.4284
Si  9.6112  4.1631  1.4389
Si  6.6357  6.6601  1.0947
Si  9.3368  9.7275  1.2875
Si  -0.2554  2.5951  2.7436
Si  2.6633  -0.1194  2.5616
Si  -0.1613  8.0335  2.6398
Si  2.6534  5.4885  2.8349
Si  5.3745  2.6771  2.7676
Si  8.1255  0.0753  2.7456
Si  5.3707  8.0947  2.4501
Si  8.0532  5.7041  2.673
Si  1.4865  4.1104  4.2892
Si  4.0732  1.2734  4.1081
Si  1.4158  9.5718  3.9969
Si  4.1371  6.7701  4.0656
Si  6.9779  4.2309  3.9423
Si  9.5934  1.2099  4.2163
Si  6.895  9.3799  3.8873
Si  9.5765  6.9644  4.1481
Si  0.284  -0.0901  5.4897
Si  2.8762  2.5039  5.4449
Si  0.0463  5.5505  5.5734
Si  2.7388  8.2246  5.405
Si  5.5891  0.1426  5.3602
Si  8.2604  2.8584  5.4621
Si  5.3194  5.4019  5.4156
Si  8.097  8.3462  5.4491
Si  1.3158  1.3704  7.1196
Si  3.8837  4.0529  6.7629
Si  1.3219  7.0189  6.904
Si  4.0703  9.4748  6.6987
Si  6.724  1.6638  6.9087
Si  9.5091  4.2588  6.7536
Si  6.8883  6.8312  6.731
Si  9.6386  9.4541  6.9213
Si  0.3174  3.2621  8.2154
Si  3.064  -0.0139  8.1861
Si  -0.1386  8.3103  8.5572
Si  2.9291  5.4729  8.1742
Si  5.2486  2.8739  8.306
Si  8.4495  0.2603  7.8979
Si  5.6696  8.4775  7.9526
Si  8.2664  5.6155  8.0824
Si  1.5671  4.4169  9.7331
Si  4.4711  1.1572  9.5695
Si  2.0742  9.283  9.6348
Si  4.2543  7.1709  9.283
Si  7.151  3.8114  9.3816
Si  9.5399  1.8469  9.1569
Si  6.5178  8.4873  10.0838
Si  9.1734  7.1076  9.6848
Si  -3.5107  -2.4878  14.3138
Si  -3.9017  1.3418  10.999
Si  -9.0727  8.1902  18.2495
Si  2.0378  11.3415  11.6662
Si  4.4573  1.7569  12.3263
Si  8.3717  0.6202  13.7563
Si  11.3241  4.7873  14.2321
Si  -2.5204  -7.3125  14.9596
Si  10.2935  5.2882  11.7018
Si  -8.5417  3.2416  12.4001
Si  3.4777  10.8461  14.2335
Si  6.7353  4.0887  12.2164
Si  4.3358  7.8994  14.5415
Si  -0.4714  1.9116  11.9726
Si  -4.2831  3.939  19.5376
Si  -2.0294  6.2511  19.1055
Si  7.2329  6.2208  16.4516
Si  0.0135  13.6499  16.4852
Si  5.7301  6.8466  12.2544
Si  0.568  0.0961  18.0574
Si  -9.4389  16.1793  17.0749
Si  2.7347  12.3817  16.8344
Si  4.5106  2.1111  18.9758
Si  4.0476  6.4366  16.8539
O  -1.8362  1.6159  -0.8543
O  -0.0057  -0.1187  19.5412
O  3.6739  2.798  -0.934
O  1.1042  4.0601  -0.3961
O  -0.5102  6.1839  19.9088
O  11.4056  14.961  17.4475
O  0.9175  9.4894  17.6558
O  -5.0613  -2.3593  14.8425
O  8.4067  -3.2984  19.9103
O  7.0288  3.5073  20.9935
O  3.3394  7.9235  17.562
O  1.9407  8.3208  -1.3692
O  6.7916  9.6544  20.5928
N  -3.0019  2.2135  9.9218
N  3.5092  1.2442  11.0281
O  2.4928  4.1054  11.0631
O  1.3574  10.2302  10.8292
O  -2.617  9.8193  14.2322
O  3.1028  8.0454  10.1314
N  5.7114  7.0701  10.5404
N  5.9471  2.5143  11.8873
O  7.7521  3.7937  13.3842
O  0.9782  5.5272  15.5457
O  7.4397  -6.3411  15.9633
O  8.2046  8.3414  9.9088
O  9.2013  6.2953  11.1839
O  7.5569  0.6384  12.2499
N  10.0867  -7.3365  15.0491
O  -5.1352  -5.6579  12.7165
O  -3.8244  -3.069  12.7376
O  3.4032  9.2089  14.7892
O  -4.8878  2.9106  18.614
O  -7.0987  6.8745  20.7684
O  -4.9649  11.2504  10.0404
O  4.7162  11.2535  13.2271
O  2.3331  10.5041  13.1011
O  7.2603  4.591  10.8352
O  3.6393  2.579  17.6707
O  10.0536  1.1236  10.6542
N  1.2911  1.8792  12.0319
O  1.1812  6.686  17.8771
O  -0.8949  14.4841  11.7065
O  9.8618  0.9052  13.2119
O  -8.7364  0.6428  17.9643
O  -5.3673  5.1652  19.7424
O  -6.3951  7.5733  12.9743
O  3.5953  11.645  15.6821
O  3.6123  2.8  13.3097
O  1.879  4.3158  13.5683
O  3.9505  6.5285  15.2165
O  5.6559  6.3595  17.0333
O  -0.321  1.3291  17.2891
O  -0.1709  -5.2245  13.1206
O  -7.8316  16.1132  17.0668
O  -2.8178  4.7693  19.1688
O  7.9403  1.9256  15.0232
O  1.4649  13.0383  15.9757
O  4.7003  11.4475  19.4895
O  -2.9622  7.215  15.2446
O  -2.5689  6.448  17.5081
O  11.506  5.5716  10.5932

Results
free energy: -37612.586 eV
free energy less fixed offsets of N -289.75, O -463.61, Si -117.95 eV per atom: 4.064 eV
pressure: -1.86 GPa
stress xx, yy, zz, yz, xz, xy (GPa, positive in tension): 1.58, 3.65, 0.35, 0.09, 1.47, -0.13

Forces (eV/angstrom), in the order of the atoms: element, x, y, z
Si  -0.3321  0.4547  1.4786
Si  -3.2832  0.8593  2.5233
Si  0.663  -1.2151  0.2271
Si  -0.024  0.6135  -0.7866
Si  -0.3204  -1.6351  0.4967
Si  -1.5079  0.6782  -3.0231
Si  -2.1901  1.9085  -1.5911
Si  -2.0335  1.1926  1.8105
Si  -0.0119  -0.1164  -0.3735
Si  -0.3763  -0.0473  -0.4159
Si  1.1976  0.0762  1.1298
Si  1.0084  -1.5629  -0.0258
Si  -0.1893  -1.0372  -0.0706
Si  -1.1446  1.0705  0.6595
Si  1.2512  2.1422  0.8187
Si  1.094  -1.1142  -1.1884
Si  2.9318  1.2526  0.58
Si  0.0214  2.3676  -0.2019
Si  1.0254  3.2038  -0.8876
Si  -0.5381  0.3768  -0.13
Si  0.3964  1.1216  0.2467
Si  -0.5271  -0.4956  0.713
Si  -0.2326  0.8729  0.7039
Si  1.7116  -0.2903  -0.7848
Si  -1.351  -1.1164  -0.6141
Si  0.4456  -0.9371  -2.1815
Si  -0.2378  -2.0256  -0.6441
Si  -0.9708  1.5056  -0.4567
Si  -1.986  -1.3949  1.3881
Si  -0.869  0.4413  0.7004
Si  -1.78  1.412  0.0248
Si  -1.7959  -1.239  0.9802
Si  -1.863  0.6143  1.4338
Si  -2.9582  1.2349  1.5336
Si  0.7091  0.3041  -1.2601
Si  -0.3319  -1.0735  -0.6589
Si  -0.0063  -1.6184  0.5166
Si  -0.811  -1.0263  -0.4725
Si  1.9496  -0.3797  0.4187
Si  1.769  -1.4522  0.5657
Si  1.6009  0.0196  -1.0708
Si  1.9565  -0.3777  -0.2084
Si  -0.0017  -0.4789  1.0254
Si  1.7281  2.2163  -0.8701
Si  0.8576  -1.2539  -1.0229
Si  1.3589  0.1214  0.5757
Si  -1.463  0.0203  -0.5215
Si  -0.2875  1.0957  -1.5418
Si  -1.7481  -1.691  -0.2675
Si  -1.1982  -0.3205  -0.0975
Si  3.4632  -0.4226  -0.302
Si  -1.229  1.8449  0.6113
Si  0.6704  1.1854  -0.3687
Si  -0.5265  0.4522  -0.2198
Si  -0.3558  -0.8425  -0.4636
Si  -0.4752  -1.1485  1.1541
Si  0.3256  2.8666  1.8766
Si  0.1857  -1.3876  0.8263
Si  -1.6939  -0.3742  -0.3428
Si  1.1616  0.0225  1.2926
Si  0.4988  -0.4091  0.5313
Si  -1.5527  -1.6247  2.6118
Si  1.8435  0.7247  -0.6265
Si  0.472  -2.2732  1.059
Si  -2.0965  1.033  -2.1804
Si  -3.0872  1.0859  -0.9366
Si  1.1241  -1.7648  -2.2169
Si  2.6029  -0.0234  2.5603
Si  3.0879  0.4655  2.2218
Si  -1.7668  -0.4081  0.2165
Si  2.3572  -2.4223  3.6741
Si  -2.3474  -1.1074  -2.0189
Si  0.4844  -2.8524  -4.4524
Si  -1.6103  0.6776  2.0958
Si  0.4721  -4.1706  0.7625
Si  -2.0575  -2.7498  1.2131
Si  0.2336  3.468  -1.5149
Si  1.3299  1.6153  0.7327
Si  3.7731  6.1609  2.045
Si  -1.1234  -1.7717  -0.4828
Si  -1.1236  -2.1699  -3.0062
Si  2.5117  -0.236  -0.5232
Si  0.5753  -0.1646  0.6678
Si  0.7324  2.2346  0.1415
Si  -0.0585  2.7687  -1.1199
Si  0.0628  2.6749  -3.549
Si  -0.2137  1.6993  0.0458
Si  -0.8354  3.2003  -0.2932
O  0.6993  0.1132  2.5428
O  0.0292  0.3077  -0.6167
O  1.9416  -1.079  -3.1947
O  2.0182  -0.4377  -0.5963
O  -1.9524  -1.068  -1.816
O  -1.533  -2.9407  1.1208
O  0.2432  -3.3904  -0.7804
O  1.1427  0.4061  1.0245
O  0.1006  -0.4606  -2.0718
O  0.7659  -1.7221  1.16
O  0.4394  -1.7152  -0.4852
O  -0.2424  0.8235  0.7355
O  -0.6431  0.5775  -0.3938
N  1.9002  2.8297  -2.349
N  0.009  -0.5754  -0.7418
O  0.8046  -0.9346  -1.151
O  0.0148  -2.1752  -2.0714
O  -0.9298  1.2832  0.0765
O  -0.8475  0.939  -0.6238
N  -1.8663  -0.7088  0.1309
N  -0.6975  0.0623  -1.0753
O  2.2971  0.6429  1.977
O  -0.3269  0.9761  -0.7229
O  0.7171  1.2266  -0.5434
O  -2.6809  1.2213  0.7147
O  -0.7095  1.4183  -1.4936
O  2.0189  -1.9401  3.465
N  1.2359  0.4642  0.6922
O  -0.886  3.0603  0.0283
O  0.0807  -0.7255  0.7357
O  0.696  0.7701  -0.0916
O  -2.8995  -4.1656  -1.519
O  2.7106  -2.8654  0.6585
O  -0.0133  1.2406  1.1772
O  -0.0678  1.0238  0.9679
O  -0.452  2.4932  -0.5087
O  0.4071  0.3842  -1.9171
O  0.7651  -1.4755  0.0223
O  -0.3499  0.1537  -2.1992
N  -2.7698  2.5283  1.0934
O  -1.0964  0.9119  0.358
O  0.9112  -0.7477  0.7105
O  0.5651  1.7438  -0.1613
O  -2.2329  -1.5785  2.4524
O  -0.4113  -0.6109  0.3825
O  -0.4607  -0.8536  -1.2461
O  -0.4343  -0.2923  -1.1713
O  0.9604  -1.6282  -2.0586
O  -2.6592  -0.9595  -0.3682
O  -0.2401  0.4414  1.0386
O  1.9733  -0.2102  -0.0991
O  -0.8649  -0.412  0.6818
O  -1.1897  2.4611  2.1129
O  0.2925  -1.6827  1.4777
O  -0.2309  0.1802  0.5736
O  0.8943  -2.4862  -1.842
O  1.1858  0.8534  -0.1039
O  2.0934  0.2946  0.6025
O  -0.5521  -1.3009  1.0297
O  3.5994  1.6  4.2621
O  -0.3863  -1.4232  -0.9042
